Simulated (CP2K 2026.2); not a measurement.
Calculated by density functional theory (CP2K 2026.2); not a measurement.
Periodic cell of 504 atoms, Si360O144, from a study of silicon, its oxide and their interface. The atomic structure is a simulated model.
Doubt: the forces sum to 1.26 eV/angstrom along one axis rather than to zero, so they err by at least 0.0025 eV/angstrom per atom on average; the grid cutoff is modest.

Settings: functional PBE; method Gaussian and plane waves; basis set DZVP-MOLOPT-SR-GTH; pseudopotentials GTH-PBE; grid cutoff 300 Ry, relative cutoff 40 Ry; k points Gamma only; occupations fixed; spin none; net charge 0.

Cell vectors (angstrom)
a 16.32 0 0
b 0 16.32 0
c 8.1598 -0.0848 34.8144

Atoms and the computed forces on them: element, x, y, z (angstrom), force x, y, z (eV/angstrom)
Si 1.155 -1.133 -0.045 0.226 -0.117 0.73
Si 4.013 1.643 0.202 -0.005 -0.215 0.698
Si 1.755 3.781 -0.036 -0.24 0.13 0.75
Si 4.453 6.536 0.059 -0.238 0.117 0.742
Si 1.061 -6.661 0.051 0.179 -0.132 0.758
Si 4.271 -4.378 -0.032 -0.109 0.213 0.733
Si 7.228 -1.686 0.158 -0.244 0 0.751
Si 9.658 1.089 0.1 -0.114 0.203 0.73
Si 6.654 4.285 0.08 0.241 -0.149 0.731
Si 9.752 6.686 0.031 -0.212 0.171 0.737
Si 6.478 9.742 0.063 0.172 -0.055 0.776
Si -6.989 -3.818 0.547 -0.193 -0.005 0.575
Si -4.562 -1.236 -0.012 0.335 -0.08 0.631
Si -1.076 1.088 0.063 -0.131 0.019 0.711
Si -4.483 4.297 -0.019 0.223 -0.177 0.681
Si -1.722 6.935 0.037 0.202 -0.045 0.739
Si -3.773 -7.008 -0.01 -0.213 0.163 0.765
Si -1.007 -4.277 -0.028 -0.267 0.136 0.746
Si 2.75 -0.002 1.302 0.023 -0.007 -0.049
Si 5.509 2.808 1.509 0.006 0.021 -0.042
Si 2.771 5.432 1.298 0.026 0.004 -0.072
Si 5.441 8.157 1.428 0.004 0.012 -0.066
Si 2.706 -5.512 1.31 -0.003 -0.006 -0.058
Si 5.465 -2.794 1.289 -0.025 0.009 -0.052
Si 8.196 -0.049 1.515 0.003 -0.019 -0.061
Si -5.515 2.71 1.359 0.001 -0.014 -0.028
Si 8.203 5.489 1.352 0.014 0.015 -0.026
Si -5.399 8.224 1.339 0.012 0.011 -0.03
Si 8.026 10.854 1.474 -0.043 -0.055 -0.038
Si -5.48 -2.554 1.698 0.029 0.023 0.001
Si -2.774 -0.107 1.19 -0.027 0.018 -0.032
Si 0.095 2.696 1.304 0.009 -0.002 -0.05
Si -2.826 5.359 1.325 -0.02 -0.005 -0.057
Si -0.091 8.088 1.331 -0.026 0.023 -0.058
Si -2.674 -5.377 1.267 0.008 0.004 -0.034
Si 0.059 -2.703 1.329 -0.002 0.023 -0.041
Si 1.41 1.348 2.72 -0.002 0.011 0.019
Si 4.099 4.153 2.793 -0.03 -0.01 0.045
Si 1.351 6.769 2.643 0.016 0.003 0.004
Si 4.023 9.48 2.744 0.01 0.02 0.017
Si 1.412 -4.079 2.683 0.002 -0.01 0.012
Si 4.109 -1.389 2.636 -0.004 -0.005 0.011
Si 6.809 1.349 2.781 0.006 0.01 0.016
Si 9.478 4.069 2.74 -0.012 -0.005 0.025
Si 6.864 6.839 2.749 0.01 -0.004 0.025
Si 9.519 9.53 2.715 -0.009 -0.022 -0.005
Si 6.715 12.233 2.821 0.015 0.02 0.017
Si -6.815 -1.242 3.019 -0.033 -0.025 0.05
Si -4.048 1.347 2.632 -0.002 -0.029 -0.001
Si -1.338 4.054 2.62 -0.015 -0.014 0.011
Si -4.115 6.782 2.722 -0.006 0.009 0.025
Si -1.383 -6.786 2.695 -0.001 0.004 0.037
Si -4.031 -4.07 2.725 0.023 -0.012 0.001
Si -1.402 -1.398 2.65 0.011 0.019 0.017
Si -0.02 -0.012 4.017 0.01 -0.018 -0.015
Si 2.737 2.728 4.094 0.007 0.002 -0.019
Si -0.008 5.422 4.015 0.01 -0.001 0.008
Si 2.671 8.123 4.071 0 -0.014 0.018
Si 0.015 -5.435 4.039 -0.007 -0.022 -0.013
Si 2.753 -2.719 4.048 0.009 -0.015 -0.003
Si 5.418 -0.026 4.071 -0.001 -0.023 -0.003
Si 8.153 2.723 4.129 0.015 0.021 -0.005
Si 5.472 5.501 4.117 -0.011 0.001 0.001
Si 8.206 8.172 4.116 -0.001 0.005 0.013
Si 5.372 10.852 4.132 0.013 -0.014 -0.01
Si 8.112 -2.729 4.179 0.014 0.005 -0.025
Si -5.368 0.115 4.185 0.014 0.019 -0.005
Si -2.688 2.7 4.011 -0.011 -0.001 -0.007
Si -5.463 5.428 4.088 0.005 0.011 -0.011
Si -2.735 8.16 4.06 -0.003 0.005 -0.023
Si -5.429 -5.429 4.061 -0.002 0.024 0.011
Si -2.685 -2.731 4.095 -0.022 0.015 0.005
Si 1.363 -1.384 16.303 0.002 0.005 0.001
Si 4.065 1.33 16.346 -0.001 0.005 -0.014
Si 1.36 4.059 16.326 -0.016 0 -0.005
Si 4.087 6.8 16.363 0.001 -0.011 0.001
Si 1.413 -6.787 16.327 -0.002 0.016 -0.016
Si 4.098 -4.068 16.318 0.005 -0.01 0
Si 6.783 -1.384 16.351 -0.013 -0.005 -0.014
Si -6.807 1.355 16.29 0.003 -0.007 -0.016
Si 6.781 4.077 16.321 0.014 -0.007 -0.006
Si -6.822 6.814 16.324 0.003 -0.003 -0.015
Si 6.831 9.518 16.32 0.007 0.008 -0.006
Si -6.86 -4.097 16.32 -0.013 -0.012 -0.006
Si -4.047 -1.341 16.304 0.016 -0.002 -0.005
Si -1.366 1.391 16.303 0.013 0.009 -0.01
Si -4.062 4.078 16.299 -0.003 -0.002 -0.013
Si -1.336 6.792 16.286 -0.008 0.009 -0.013
Si -4.105 9.54 16.285 -0.008 0.014 -0.021
Si -1.356 -4.063 16.326 0.012 -0.005 -0.01
Si 2.745 -0.097 17.694 0.011 -0.005 0.009
Si 5.409 2.724 17.684 0.007 -0.013 0.003
Si 2.712 5.406 17.698 0.012 0.012 -0.011
Si 5.492 8.171 17.685 0.01 0.004 0.011
Si 2.764 -5.405 17.699 -0.005 -0.021 0.005
Si 5.432 -2.751 17.743 -0.011 0.016 -0.01
Si 8.13 0.029 17.655 -0.001 -0.012 0.001
Si -5.399 2.672 17.631 -0.011 -0.017 -0.018
Si 8.142 5.435 17.676 -0.002 0.017 0.013
Si -5.491 8.23 17.659 0.013 0.014 -0.026
Si 8.139 10.853 17.759 0.015 0 0.001
Si -5.462 -2.711 17.575 0.011 0.003 0.004
Si -2.7 0.046 17.684 -0.012 -0.001 -0.004
Si -0.013 2.718 17.695 0 -0.007 0.024
Si -2.709 5.458 17.645 -0.014 -0.016 0.022
Si 0.069 -8.2 17.625 0.003 -0.004 -0.011
Si -2.74 -5.438 17.638 -0.016 0.01 0.011
Si -0.002 -2.696 17.698 0.005 -0.01 0.01
Si 1.317 1.224 18.974 -0.045 0.02 -0.019
Si 4.033 4.036 19.081 0.004 -0.011 -0.006
Si 1.389 6.782 19.062 -0.023 0.006 -0.002
Si 4.178 -6.744 19.038 0.017 0.034 -0.024
Si 1.411 -4.014 19.052 0.002 0.01 -0.021
Si 4.092 -1.421 19.16 -0.006 -0.002 -0.025
Si 6.727 1.344 19.038 -0.015 0.013 -0.023
Si -6.766 4.029 18.924 -0.006 -0.011 -0.016
Si 6.787 6.777 19.082 0.012 0 -0.033
Si -6.832 9.492 19.157 -0.018 0.002 0.021
Si 6.77 -4.113 19.131 -0.01 -0.015 0.002
Si 9.592 -1.282 18.925 0.013 0.01 -0.033
Si -4.041 1.392 19.083 0.009 0.016 -0.004
Si -1.345 4.148 19.053 0.022 -0.01 -0.042
Si -4.084 6.885 18.921 0.011 0.007 -0.028
Si -1.287 -6.805 18.895 -0.007 0.007 -0.025
Si -4.209 -4.122 18.946 -0.015 -0.024 -0.031
Si -1.383 -1.329 19.052 0.011 0.002 0
Si 0.014 -0.067 20.485 0.012 -0.002 0.053
Si 2.658 2.557 20.314 0.003 -0.029 0.047
Si 0.011 5.496 20.483 0.005 -0.015 0.042
Si 2.823 8.167 20.304 0.019 0.001 0.038
Si 0.028 -5.438 20.263 0.029 -0.011 0.02
Si 2.72 -2.746 20.594 0.014 0.007 0.034
Si 5.422 -0.008 20.514 -0.002 0.018 0.03
Si 8.151 2.719 20.283 0.009 0.005 0.031
Si 5.347 5.452 20.435 -0.011 0.032 0.043
Si 8.144 8.089 20.54 -0.013 -0.005 0.049
Si 5.434 -5.444 20.612 -0.009 -0.011 0.049
Si 8.248 -2.659 20.216 0.012 0.016 0.04
Si -5.418 0.031 20.417 -0.002 -0.016 0.062
Si -2.69 2.785 20.439 0.001 -0.005 0.067
Si -5.419 5.46 20.188 0.001 0.005 0.055
Si -2.638 -8.128 20.246 -0.023 -0.024 0.056
Si -5.473 -5.437 20.497 0.025 0.031 0.071
Si -2.91 -2.673 20.209 -0.022 0.026 0.02
Si 1.541 -1.208 21.961 -0.194 -0.156 -0.73
Si 3.739 1.071 21.813 0.157 0.086 -0.782
Si 1.109 3.729 21.582 -0.033 0.134 -0.767
Si 4.234 7.036 21.826 -0.075 -0.186 -0.719
Si 1.605 -6.627 21.529 -0.165 0.036 -0.741
Si 3.753 -4.382 21.983 0.36 0.264 -0.737
Si 7.212 -1.108 21.584 -0.26 -0.064 -0.698
Si -6.999 1.242 21.658 0.179 0.145 -0.669
Si 6.951 4.227 21.583 -0.202 -0.103 -0.706
Si -7.029 6.345 21.657 0.122 0.347 -0.727
Si 6.535 -7.129 21.873 0.126 0.183 -0.78
Si 9.643 -3.78 21.7 0.01 -0.164 -0.698
Si -4.386 -1.621 21.751 0.113 0.121 -0.724
Si -1.121 1.582 21.706 -0.114 -0.121 -0.776
Si -3.786 4.523 21.581 -0.046 -0.245 -0.762
Si -1.551 6.765 21.767 0.273 0.112 -0.679
Si -3.659 -6.522 21.567 -0.338 -0.105 -0.722
Si -1.613 -4.184 21.324 0.128 0.026 -0.702
Si -7.842 -7.624 -1.975 0.005 -0.127 0.131
Si -0.476 -2.581 23.836 0.142 0.022 -0.018
Si -7.062 -7.352 -4.819 -0.011 0.037 0.076
Si 6.686 -1.454 24.469 0.11 0.103 -0.083
Si -6.108 -4.802 25.336 0.015 0.028 0.017
Si -7.917 2.904 -2.129 0.042 0.025 0.044
Si -0.526 0.959 -6.517 0 0.043 0.08
Si -2.5 -0.247 23.923 -0.056 -0.025 -0.169
Si 0.025 -7.884 23.897 -0.219 -0.044 -0.099
Si -3.761 -3.745 -6.92 0.09 0.042 -0.012
Si 1.219 -7.848 -2.818 0.06 -0.102 0.243
Si 5.427 -0.222 -1.743 0.027 -0.009 0.058
Si 3.293 4.852 -4.717 0.075 -0.02 0.013
Si 1.21 6.413 26.024 -0.165 -0.007 -0.002
Si -4.568 -6.197 -5.525 -0.041 -0.02 0.029
Si -7.159 -2.356 26.208 0.065 -0.081 0.015
Si 7.896 1.993 -5.109 0.077 -0.011 -0.008
Si -1.431 -0.775 -4.297 -0.034 -0.093 -0.047
Si 3.99 7.139 -2.963 0.031 -0.01 0.17
Si -4.441 -1.267 -5.159 0.06 -0.07 -0.039
Si -5.473 5.231 23.872 -0.093 0.002 -0.078
Si -1.029 6.308 -2.871 -0.017 -0.044 0.08
Si 3.167 -2.325 -2.011 -0.071 -0.058 0.007
Si -1.147 -5.249 25.315 -0.012 -0.006 -0.103
Si 0.909 3.999 -2.997 0.052 0.083 0.134
Si 7.041 1.361 25.415 0.062 0.047 -0.055
Si -3.855 -6.491 24.467 0.076 -0.098 -0.024
Si -4.116 7.056 25.95 0.042 0.108 -0.099
Si 3.539 -1.899 -5.155 0.045 0.037 0.074
Si -5.37 1.649 -5.118 -0.003 0.123 0.144
Si 2.887 5.077 23.857 0.078 0.16 -0.08
Si -5.142 3.589 -2.816 0.026 -0.066 0.07
Si 5.701 0.167 -4.865 0.07 -0.037 -0.139
Si -1.788 -5.321 -5.268 -0.061 0.072 -0.073
Si -4.617 -2.905 -2.789 -0.013 0.125 0.332
Si -3.98 1.454 26.165 -0.009 0.116 -0.12
Si -1.281 1.893 -2.778 -0.108 0.132 0.036
Si -5.26 7.444 -6.402 -0.07 -0.006 0.08
Si 0.87 -6.535 -5.386 0.037 -0.09 -0.062
Si -6.49 2.582 24.515 -0.025 -0.038 -0.136
Si 7.201 -6.482 -6.824 -0.094 -0.034 -0.036
Si 2.221 -4.125 -6.735 -0.026 0.119 -0.088
Si -5.623 -5.425 -1.619 0.158 -0.059 0.026
Si -1.6 -3.462 -3.05 0.001 0.018 0.267
Si 7.725 -5.165 23.945 0.004 -0.007 -0.179
Si -2.614 2.885 -5.237 -0.067 -0.144 -0.041
Si 5.408 -8.095 -5.238 0.133 -0.051 0.04
Si 6.786 6.993 -7.422 0.061 0.002 0.074
Si 2.593 7.378 -6.338 0.043 0.016 0.099
Si 5.274 2.801 -6.177 0.05 -0.046 0.025
Si 5.145 3.004 23.882 -0.039 0.024 -0.179
Si 2.147 0.044 -6.963 -0.047 -0.021 0.035
Si -3.444 5.552 -4.635 -0.023 -0.081 0.147
Si 5.013 -3.643 24.819 -0.044 -0.116 -0.108
Si 1.355 -1.365 5.389 0.001 0.007 -0.002
Si 4.079 1.35 5.44 0.013 0.01 0.011
Si 1.344 4.081 5.418 0.005 0.004 0.003
Si 4.07 6.821 5.451 0.007 0.006 0.025
Si 1.34 9.514 5.422 0.002 0.012 0.01
Si 4.051 12.243 5.47 -0.01 0.007 0.017
Si 6.761 -1.35 5.49 -0.007 0.005 0.006
Si 9.543 1.426 5.51 0.011 -0.013 0.02
Si 6.793 4.093 5.465 -0.01 -0.012 0.01
Si 9.529 6.79 5.472 -0.001 -0.017 0.01
Si 6.799 9.518 5.45 0.002 0.002 0.012
Si 9.531 12.231 5.458 -0.002 -0.015 0.013
Si -4.044 -1.351 5.455 0.008 -0.006 0.014
Si -1.352 1.35 5.407 0.002 -0.001 0.01
Si -4.057 4.068 5.398 -0.006 -0.012 0
Si -1.352 6.798 5.396 0.01 0.004 0.002
Si -4.088 -6.804 5.43 -0.006 -0.013 -0.011
Si -1.327 -4.088 5.436 -0.001 -0.015 0.002
Si 2.702 -0.006 6.781 0.001 -0.004 -0.007
Si 5.437 2.713 6.804 -0.001 0.003 0.006
Si 2.711 5.437 6.787 -0.002 -0.005 -0.004
Si 5.434 8.169 6.815 -0.013 0.001 0.008
Si 2.693 10.871 6.805 0 -0.008 0.01
Si 5.414 -2.722 6.834 0.007 0.001 0.001
Si 8.163 0.015 6.811 0.009 0.002 -0.008
Si 10.911 2.768 6.838 -0.013 0.005 0.002
Si 8.159 5.442 6.826 0.001 0.001 0.005
Si 10.891 8.16 6.811 -0.01 0.002 0.004
Si 8.164 10.874 6.812 0.008 0.005 -0.004
Si 10.891 -2.709 6.799 -0.01 0.002 0.006
Si -2.692 0.006 6.808 -0.004 -0.006 -0.001
Si -0.006 2.718 6.781 -0.001 -0.004 -0.001
Si -2.709 5.438 6.766 0.001 -0.006 -0.001
Si -0.01 8.153 6.784 0.003 0.009 -0.001
Si -2.714 -5.443 6.782 0.006 0.006 -0.002
Si 0.021 -2.72 6.79 -0.003 -0.013 0.004
Si 1.355 1.361 8.147 -0.006 -0.007 0.001
Si 4.07 4.076 8.153 -0.006 -0.007 -0.003
Si 1.356 6.801 8.149 0.006 0.003 -0.011
Si 4.071 9.528 8.166 0.015 0.018 -0.002
Si 1.352 -4.083 8.168 -0.002 0.001 0.001
Si 4.055 -1.354 8.17 -0.002 -0.013 -0.003
Si 6.802 1.368 8.172 0.001 0.009 -0.007
Si 9.53 4.103 8.19 0.016 0.006 0.006
Si 6.79 6.801 8.172 -0.001 -0.011 -0.002
Si 9.523 9.514 8.168 -0.008 -0.009 -0.001
Si 6.801 -4.079 8.167 0.004 0.005 0.007
Si 9.523 -1.355 8.16 0.003 -0.005 0.003
Si -4.064 1.365 8.165 -0.004 -0.001 -0.008
Si -1.36 4.082 8.145 0.003 0 -0.011
Si -4.062 6.795 8.153 -0.007 0.001 -0.003
Si -1.363 -6.803 8.151 0 -0.007 -0.002
Si -4.069 -4.079 8.151 -0.007 -0.002 -0.007
Si -1.339 -1.362 8.158 0.005 0.011 -0.004
Si 0.008 0.001 9.52 0.002 -0.012 0
Si 2.716 2.717 9.513 0.007 0.008 -0.003
Si -0.001 5.442 9.511 0 -0.003 -0.001
Si 2.715 8.155 9.517 -0.002 -0.006 -0.005
Si -0.009 -5.445 9.523 -0.003 0.007 -0.002
Si 2.712 -2.724 9.526 -0.006 -0.006 0
Si 5.433 0.004 9.521 0.004 0.005 -0.006
Si 8.163 2.725 9.53 0.008 -0.007 -0.002
Si 5.431 5.433 9.522 0.003 0.005 -0.004
Si 8.158 8.16 9.524 0.006 0.004 -0.001
Si 5.436 -5.436 9.523 -0.01 -0.007 0.002
Si 8.161 -2.715 9.52 0.008 0.001 0.001
Si -5.437 0.008 9.518 0.004 0.004 -0.001
Si -2.711 2.728 9.52 -0.006 -0.003 -0.004
Si -5.429 5.459 9.534 -0.016 0.001 0.002
Si -2.712 8.16 9.518 0.009 0.002 -0.002
Si -5.432 -5.438 9.515 -0.002 0.003 -0.003
Si -2.712 -2.719 9.514 0.002 -0.004 -0.003
Si 1.362 -1.36 10.884 0 -0.003 -0.002
Si 4.078 1.365 10.882 -0.011 -0.002 0.001
Si 1.362 4.083 10.871 -0.008 -0.007 -0.001
Si 4.075 6.796 10.88 0.005 -0.002 0.001
Si 1.359 9.514 10.88 0.007 0.009 0.001
Si 4.074 -4.08 10.883 0.006 0.014 -0.002
Si 6.796 -1.357 10.878 0.004 -0.006 0.004
Si 9.519 1.36 10.886 0 -0.003 0
Si 6.795 4.079 10.887 0.007 0.002 0.001
Si 9.52 6.81 10.888 0.006 -0.002 0.001
Si 6.797 9.52 10.876 0.002 0 -0.004
Si 9.524 -4.079 10.873 0.004 -0.005 0
Si -4.077 -1.357 10.873 -0.009 0.001 -0.004
Si -1.355 1.362 10.873 0.007 0.001 -0.004
Si -4.075 4.083 10.881 0 0.006 -0.002
Si -1.353 6.804 10.881 -0.008 0.002 -0.002
Si -4.072 9.523 10.878 -0.001 -0.008 -0.001
Si -1.363 -4.079 10.884 -0.005 -0.005 0.002
Si 2.723 0 12.24 0.003 -0.003 0.004
Si 5.437 2.717 12.252 0.005 -0.001 0.001
Si 2.721 5.435 12.243 0.003 -0.002 0
Si 5.441 8.158 12.234 0.003 0.005 0.001
Si 2.723 10.869 12.242 -0.009 -0.008 0.001
Si 5.432 -2.716 12.235 -0.003 -0.018 0.006
Si 8.157 -0.003 12.247 0.001 0.002 0.001
Si 10.877 2.729 12.238 -0.003 -0.001 0.002
Si 8.155 5.446 12.241 0.015 0.005 0
Si 10.887 8.166 12.238 -0.008 0.011 0.003
Si 8.158 10.883 12.228 0 0.004 -0.002
Si 10.879 -2.716 12.233 0.003 0.002 -0.003
Si -2.717 0.004 12.232 0.003 -0.002 0.002
Si 0.008 2.718 12.228 0.002 -0.003 0
Si -2.717 5.445 12.236 -0.001 -0.006 -0.001
Si 0.005 8.16 12.251 -0.006 -0.007 0.001
Si -2.72 -5.435 12.25 0 0.004 0.001
Si 0.006 -2.721 12.24 0.002 0.014 0.003
Si 1.362 1.36 13.595 -0.007 0.006 -0.002
Si 4.074 4.073 13.614 -0.005 0.004 0.011
Si 1.374 6.801 13.608 0.001 -0.004 0.008
Si 4.096 9.517 13.604 0.004 -0.004 0
Si 1.36 -4.094 13.596 0.014 -0.001 -0.003
Si 4.079 -1.358 13.602 -0.003 0.012 0.004
Si 6.797 1.353 13.613 0.006 -0.01 0.01
Si 9.518 4.093 13.6 -0.008 0.007 0.002
Si 6.79 6.8 13.602 0.007 0.001 0
Si 9.521 9.526 13.583 0.004 -0.001 0.004
Si 6.787 -4.084 13.584 0.006 0.008 -0.001
Si 9.511 -1.376 13.604 0.011 -0.008 0.005
Si -4.086 1.36 13.586 0.002 0.004 0.009
Si -1.349 4.08 13.578 -0.005 -0.002 -0.009
Si -4.081 6.799 13.599 0.004 -0.005 0.002
Si -1.356 9.525 13.611 -0.003 0.007 0.005
Si -4.082 -4.062 13.602 -0.013 -0.002 0.004
Si -1.344 -1.346 13.591 -0.003 -0.009 0.005
Si 0.009 0.011 14.966 0.003 0.008 -0.002
Si 2.718 2.697 14.971 0.003 -0.003 -0.003
Si 0.015 5.42 14.945 -0.005 -0.006 0.004
Si 2.749 8.157 14.969 0.002 0.004 0.003
Si 0.011 -5.441 14.981 -0.004 -0.001 -0.001
Si 2.723 -2.735 14.945 -0.009 -0.006 0
Si 5.437 -0.012 14.98 0.002 -0.006 0.01
Si 8.157 2.734 14.954 -0.002 0.001 -0.01
Si 5.427 5.445 14.971 0.011 0.006 0.004
Si 8.165 8.164 14.94 0.011 0.015 -0.004
Si 5.455 10.879 14.969 0.001 0.007 -0.014
Si 8.124 -2.732 14.957 -0.006 -0.014 -0.006
Si -5.44 -0.01 14.945 -0.019 0.001 0.002
Si -2.718 2.728 14.926 0.002 -0.003 -0.001
Si -5.445 5.45 14.971 -0.004 -0.003 -0.008
Si -2.724 8.16 14.956 -0.003 -0.001 0.001
Si -5.466 -5.418 14.945 0.005 0.008 0.009
Si -2.696 -2.702 14.947 0.008 0.009 -0.005
O 3.456 6.433 23.144 -0.176 0.287 0.299
O 7.134 -5.258 -7.873 -0.059 0.681 0.062
O 8.096 5.294 22.043 -0.115 0.044 0.325
O -0.653 -6.287 -5.891 -0.139 -0.309 -0.379
O 1.317 4.406 -1.477 -0.162 0.556 -0.101
O 2.6 -5.518 22.193 -0.262 0.189 0.299
O -4.392 -2.113 -1.388 0.005 0.142 -0.182
O -5.234 2.129 -3.558 -0.025 -0.443 0.355
O -5.806 -4.609 -0.248 0.566 -0.114 0.046
O 1.561 -7.378 -1.318 0.425 -0.055 -0.085
O 6.332 3.519 22.911 0.236 -0.248 0.271
O -2.616 -5.311 21.933 0.002 -0.01 0.185
O 4.987 1.132 -1.003 0.388 0.3 -0.307
O 6.003 -6.658 -5.727 -0.305 0.428 0.14
O 4.081 7.22 -1.364 -0.055 0.465 -0.118
O -7.172 7.366 -1.337 -0.152 -0.249 -0.264
O -8.048 0.051 22.05 -0.113 -0.071 0.423
O -6.681 3.918 -2.402 -0.025 0.439 -0.125
O 0.027 -5.482 -0.405 -0.033 -0.03 -0.253
O -6.459 1.954 23.018 -0.008 -0.143 0.11
O 3.525 0.608 -7.52 0.172 -0.243 0.252
O 7.25 0.484 -5.295 0.507 -0.615 -0.167
O 2.896 2.667 -0.421 -0.029 -0.137 -0.444
O -5.727 6.894 -7.824 0.389 0.115 0.098
O -1.374 -3.604 -1.466 0.088 0.143 -0.215
O 2.026 4.256 22.793 0.034 -0.054 0.173
O 7.829 2.364 -3.532 -0.373 -0.071 0.09
O -5.452 5.571 -0.395 0.152 -0.04 -0.165
O -0.432 -6.47 24.523 0.276 -0.097 -0.218
O -3.103 -6.175 -4.85 -0.04 -0.127 0.629
O -3.177 -3.371 -3.32 0.007 -0.016 -0.561
O -7.776 -6.419 -5.929 0.404 0.398 -0.189
O 6.881 -1.951 22.941 0.122 -0.623 -0.003
O -4.827 -4.79 -6.279 -0.629 0.134 -0.35
O -5.252 -1.996 -3.957 -0.725 0.124 -0.079
O 5.017 -1.229 -5.355 0.25 -0.403 -0.449
O 7.2 -7.797 -7.773 0.238 0.108 -0.69
O -3.012 -0.789 -4.585 -0.018 0.146 0.218
O -1.288 6.082 -1.287 -0.193 -0.564 -0.217
O -5.422 -5.039 26.784 0.468 -0.536 0.065
O -0.018 2.699 22.198 -0.087 -0.078 0.427
O -1.128 0.369 -3.229 0.304 -0.174 -0.104
O 0.936 -1.883 23.354 0.234 0.067 0.536
O -4.631 4.199 22.932 0.204 -0.408 0.292
O 4.308 1.84 23.13 0.232 -0.018 0.131
O -7.963 -2.793 -0.317 0.056 -0.176 -0.344
O 6.753 0.148 24.393 -0.212 0.085 -0.276
O -3.786 -7.234 23.029 0.204 -0.337 0.088
O -8.017 -7.732 -3.577 -0.407 -0.131 -0.307
O -2.439 6.381 -3.666 -0.131 0.363 0.02
O 5.034 2.625 -7.784 0.444 0.541 -0.397
O -5.534 -2.708 22.236 -0.004 0.059 0.397
O -2.705 -5.429 24.899 -0.071 0.63 -0.223
O 3.567 -3.77 -1.386 -0.122 -0.476 -0.467
O 0.779 7.602 25.034 0.242 0.212 0.258
O -4.167 6.526 -5.679 0.402 0.176 0.023
O -5.149 2.128 25.29 0.151 -0.01 -0.234
O -1.777 0.875 23.013 0.123 -0.151 0.431
O -0.115 5.995 26.904 -0.159 -0.339 0.395
O 5.149 8.063 -3.646 0.267 0.451 0.592
O 6.788 -0.873 -1.184 0.331 -0.147 -0.57
O 5.253 -2.039 24.915 -0.403 0.357 0.144
O -1.694 1.893 -1.22 -0.566 0.458 0.016
O -1.036 -3.243 22.495 -0.012 0.228 -0.126
O 3.219 -2.324 -3.622 0.006 -0.492 -0.093
O -1.294 2.216 -5.872 0.328 0.133 0.239
O 3.955 8.122 -5.91 -0.096 0.228 -0.322
O -1.443 -1.395 24.367 -0.001 -0.067 0.516
O 4.34 3.996 -5.61 -0.088 0.179 -0.012
O -7.829 2.032 25.228 -0.075 0.023 0.497
O -7.407 1.66 -1.228 -0.246 -0.405 -0.175
O -4.636 -7.397 -6.613 0.358 -0.031 -0.322
O -7.675 -4.333 22.879 -0.212 0.164 0.116
O 1.022 -6.593 -3.784 -0.155 0.363 0.005
O 5.527 5.378 -0.359 0.045 -0.269 -0.531
O -1.104 -4.707 -3.934 0.552 -0.273 0.352
O -1.124 7.513 23.177 -0.128 -0.046 0.426
O 0.973 -3.195 -7.256 -0.563 0.073 0.424
O 5.861 2.44 25.213 -0.219 0.25 0.552
O -4.321 -6.366 -1.424 0.278 0.144 -0.388
O 1.067 -7.556 22.73 0.24 -0.643 0.301
O 5.387 8.101 22.334 0.078 -0.004 0.41
O -0.155 5.106 -3.496 -0.148 -0.065 -0.614
O -6.873 2.095 -5.612 0.047 0.2 -0.43
O 0.027 -0.02 -0.475 -0.102 0.164 -0.267
O 7.07 -7.344 -1.248 -0.259 -0.249 -0.157
O 1.871 5.276 25.093 -0.037 -0.289 -0.089
O -5.174 -5.562 24.286 -0.156 -0.106 -0.306
O 2.658 -0.056 22.353 0.002 0.023 0.564
O -2.589 4.474 -5.491 0.543 0.091 -0.37
O -2.68 5.626 22.094 -0.133 0.14 0.337
O -6.583 -0.926 26.626 0.02 0.32 -0.346
O 2.189 3.922 -3.979 0.019 -0.578 -0.257
O 4.077 -3.94 23.528 -0.305 -0.009 0.279
O 5.388 -5.488 -0.499 0.041 -0.036 -0.384
O -3.917 -7.716 25.512 0.208 0.228 0.478
O -5.29 0.071 -5.468 -0.186 -0.004 -0.382
O 4.162 4.201 24.314 0.087 0.126 0.73
O -0.478 -3.809 24.913 0.217 0.072 0.347
O 5.634 0.114 -3.272 0.132 0.102 0.122
O -3.69 -0.97 23.081 -0.07 0.059 0.374
O 7.247 3.673 -1.308 -0.314 -0.047 -0.315
O 2.489 7.62 -3.335 -0.281 -0.053 -0.608
O 6.402 7.047 -5.826 0.29 -0.413 0.287
O -6.215 6.446 23.076 0.179 0.56 0.373
O -4.582 4.746 -3.797 -0.454 0.034 -0.187
O -3.057 0.525 25.221 0.2 -0.089 0.386
O 0.168 2.571 -2.986 0.381 -0.487 -0.05
O 1.071 1.214 -6.631 0.249 0.399 0.209
O -4.037 2.314 -5.801 0.008 -0.034 -0.471
O -2.722 8.14 -0.461 -0.198 0.296 -0.463
O -5.557 -0.005 -0.421 0.151 0.14 -0.531
O 6.959 0.672 26.86 -0.447 -0.444 -0.052
O -4.2 -2.246 -6.442 -0.197 0.151 -0.184
O -6.214 -3.18 25.165 0.235 0.41 -0.486
O -6.529 4.209 24.563 -0.531 0.188 0.415
O 2.43 -0.816 -5.626 -0.459 0.166 0.348
O -6.588 7.565 -5.472 -0.343 -0.642 0.104
O -0.698 -0.418 -5.688 0.284 -0.615 -0.012
O -4.418 5.981 24.806 0.266 0.005 -0.209
O 6.881 3.002 -5.91 0.09 0.522 -0.454
O 7.754 -2.087 25.497 -0.156 -0.047 0.276
O -7.605 -5.434 25.204 -0.195 -0.248 0.458
O 1.748 -5.228 -5.699 0.214 -0.018 0.625
O -0.892 -2.144 -3.654 0.564 0.005 0.09
O 4.406 -4.025 26.277 -0.122 -0.451 -0.012
O -5.496 -4.256 -2.714 -0.531 -0.039 -0.282
O 2.487 5.926 -5.629 -0.487 -0.266 -0.363
O 1.735 -1.842 -1.411 -0.176 0.055 -0.301
O 4.254 -1.28 -1.461 0.157 0.117 0.124
O 4.137 5.646 -3.574 0.485 -0.351 0.107
O 1.364 -7.933 -6.049 -0.225 -0.293 -0.113
O -6.932 -6.321 -1.763 -0.308 -0.079 -0.04
O -4.225 3.57 -1.47 0.263 -0.568 -0.277
O -2.294 -4.164 -6.311 0.383 0.498 -0.197
O 4.853 1.453 -5.366 -0.644 0.021 -0.009
O 7.231 -6.532 23.229 0.27 -0.156 0.288
O 6.414 -4.409 24.51 -0.13 -0.08 0.137
O -5.423 7.018 26.897 -0.499 -0.187 -0.118
O 3.392 -3.211 -6.093 0.41 -0.281 -0.224
O -5.709 -6.532 -4.407 0.087 0.3 0.581
O -2.446 2.63 -3.632 -0.558 0.27 0.391
O -0.165 7.659 -2.959 -0.147 0.145 -0.278
O -2.734 6.529 26.615 0.036 -0.197 0.161

Results
total energy: -101654.307 eV
total energy less fixed offsets of O -438.25, Si -107.07 eV per atom: -1.107 eV
